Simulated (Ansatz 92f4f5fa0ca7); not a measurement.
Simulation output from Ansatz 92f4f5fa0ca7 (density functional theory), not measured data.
Periodic cell of 184 atoms, Si120O64, from a study of silicon, its oxide and their interface. The atomic structure is a simulated model.

Settings: functional r2SCAN; potential files Ansatz PAW; basis plane waves; wave-function cutoff 800 eV; density cutoff ratio 5; exchange-correlation grid ratio 1; k mesh 1 x 1 x 1, shifted by 0.5 0.5 0 of a step; self-consistency stop 1e-10 eV per atom in the density residual; occupations fixed; spin none; net charge 0.

Cell vectors (angstrom)
a  10.887  0  0
b  0  10.887  0
c  0  0  26.9781

Atoms: element, x, y, z (angstrom)
Si  0.4116  -0.465  0.0575
Si  3.0804  2.6555  0.1192
Si  -0.067  5.5703  0.1435
Si  2.8673  8.4609  0.1785
Si  5.3372  0.4754  -0.0394
Si  8.1743  2.9558  0.2476
Si  5.7673  4.9468  -0.0221
Si  8.5508  7.8346  0.0731
Si  1.4159  1.3717  1.2165
Si  4.2766  4.0137  1.5486
Si  1.6117  6.7642  1.2985
Si  4.2846  9.7422  1.4196
Si  6.9257  1.3913  1.4326
Si  9.658  4.1285  1.5584
Si  6.8044  6.7496  1.2065
Si  9.6616  9.4282  1.4129
Si  0.107  2.655  2.737
Si  2.788  0.1037  2.7289
Si  0.1493  8.0648  2.7367
Si  2.8554  5.4246  2.7518
Si  5.5807  2.6644  2.8967
Si  8.2724  -0.0535  2.709
Si  5.5439  8.1762  2.6478
Si  8.1704  5.4862  2.7598
Si  1.4477  4.0575  4.0802
Si  4.1214  1.3659  4.175
Si  1.4362  9.5409  4.0506
Si  4.1643  6.8472  4.0664
Si  6.8809  4.1099  4.1693
Si  9.5878  1.3333  4.0864
Si  6.8886  9.4891  4.0662
Si  9.5881  6.7971  4.1007
Si  0.0463  -0.0261  5.4436
Si  2.7638  2.7388  5.4989
Si  0.034  5.3991  5.4354
Si  2.7676  8.179  5.4224
Si  5.4831  -0.0511  5.4466
Si  8.2267  2.7022  5.4655
Si  5.4758  5.4741  5.4711
Si  8.2291  8.1623  5.4577
Si  1.3669  1.3679  6.8107
Si  4.0972  4.1177  6.8326
Si  1.367  6.8246  6.7676
Si  4.1012  9.5076  6.8148
Si  6.8128  1.3559  6.7981
Si  9.5553  4.068  6.824
Si  6.8417  6.8206  6.8195
Si  9.5404  9.5394  6.8175
Si  -0.0168  2.7021  8.1852
Si  2.7116  -0.0119  8.1467
Si  -0.027  8.1471  8.16
Si  2.6999  5.4737  8.1473
Si  5.4426  2.7236  8.1682
Si  8.1507  -0.0009  8.1692
Si  5.4571  8.164  8.1744
Si  8.1598  5.4212  8.1708
Si  1.3102  4.1254  9.4903
Si  4.064  1.3458  9.5024
Si  1.2858  9.5614  9.4949
Si  4.0788  6.8026  9.5043
Si  6.7757  4.0941  9.5517
Si  9.4511  1.3827  9.5433
Si  6.7806  9.5437  9.5431
Si  9.4822  6.791  9.5396
Si  -0.1093  0.0163  10.8936
Si  2.672  2.7443  10.7719
Si  -0.0909  5.4047  10.9112
Si  2.6717  8.1832  10.7607
Si  5.4206  0.0195  10.9156
Si  8.0792  2.7182  10.9426
Si  5.405  5.4519  10.9218
Si  8.0891  8.1383  10.8988
Si  1.242  1.4974  12.1251
Si  4.0169  4.02  12.1801
Si  1.3338  6.8289  12.102
Si  3.9744  9.5226  12.1441
Si  6.704  1.4053  12.3665
Si  9.3962  4.0648  12.3392
Si  6.7209  6.8321  12.3366
Si  9.3845  9.5277  12.2575
Si  -0.0927  2.6957  13.6854
Si  2.6211  0.121  13.3358
Si  -0.0163  8.1582  13.4589
Si  2.6247  5.3946  13.4155
Si  5.2382  2.7368  13.7428
Si  7.999  -0.0442  13.7235
Si  5.2143  8.1817  13.623
Si  8.0211  5.4157  13.754
Si  1.0949  4.3838  14.865
Si  3.9065  1.1781  14.9866
Si  1.1779  9.7941  14.6185
Si  4.0692  6.489  14.8556
Si  6.3333  4.299  15.1245
Si  9.7363  0.9645  14.9563
Si  6.1807  9.8472  14.9555
Si  9.7626  6.6225  14.7956
Si  3.7374  7.5716  24.4558
Si  -8.623  29.3317  20.999
Si  2.1639  26.5422  22.3519
Si  -3.9228  30.7364  17.8742
Si  16.5332  5.4342  19.8719
Si  14.3778  4.7153  24.8738
Si  9.1685  21.137  19.4041
Si  8.8083  17.6179  17.4924
Si  -32.4659  29.5618  18.8409
Si  -7.596  3.2865  20.0889
Si  7.6554  36.716  17.8134
Si  -2.0135  -24.8538  24.0511
Si  -4.0263  -11.6386  21.5595
Si  -2.0337  -8.5473  24.3773
Si  -11.4099  -0.3048  24.0554
Si  2.0529  -8.2255  17.1839
Si  17.1182  7.2895  22.3884
Si  -11.9256  -9.0212  17.8511
Si  -11.3247  26.7852  24.1571
Si  -8.7427  20.6425  22.7834
Si  4.4855  8.1138  19.1057
Si  4.414  0.8292  21.7557
Si  24.1918  29.958  16.8317
Si  28.0828  11.7168  24.0007
O  -0.5426  -12.6522  -7.5722
O  -6.4066  4.3612  -6.8885
O  9.2601  -14.315  -10.861
O  -20.3113  8.7445  -5.2557
O  1.308  7.1254  -7.1947
O  2.9028  19.6779  -3.1558
O  -7.0502  1.9508  -6.2026
O  -3.3474  18.3635  -8.8551
O  19.0946  8.1837  -1.4932
O  6.0904  -15.7134  -5.6671
O  -5.8403  18.1824  -3.463
O  7.0585  14.8838  -0.3779
O  0.5282  2.2054  -9.4285
O  9.9581  17.5526  -8.3723
O  -1.2447  9.1844  -3.3976
O  -7.9071  1.6267  16.2895
O  -11.9161  0.7793  19.0502
O  -3.8438  -0.3316  23.1156
O  14.5831  8.1552  20.5105
O  -5.9102  -5.8956  25.4917
O  4.1473  12.4231  26.5386
O  2.7141  14.5418  25.8258
O  -1.6791  12.2837  16.4314
O  -1.164  6.7303  26.8429
O  -12.4111  25.586  23.8997
O  37.6217  1.2975  23.2145
O  13.1559  20.2585  15.7584
O  -13.3226  5.2402  17.0686
O  -16.0611  9.1454  18.8681
O  -4.8819  21.9483  25.4553
O  13.9611  6.9078  16.0873
O  6.8421  -6.2447  19.0844
O  7.6711  -3.5957  23.1003
O  -2.6047  10.2538  20.7645
O  11.8146  18.8898  17.4119
O  0.1767  37.54  25.6522
O  5.0347  6.6021  18.9136
O  0.0206  10.7476  15.2738
O  -4.3125  9.0913  16.3279
O  24.5805  -7.8949  18.5676
O  13.4553  17.1678  21.9129
O  16.1298  5.4969  15.453
O  3.333  4.1747  23.3341
O  22.7434  21.522  23.423
O  3.4202  -2.2958  17.9982
O  1.6385  9.4083  26.5864
O  21.3668  10.6522  25.6538
O  -8.8008  14.7592  20.9988
O  -7.6778  10.6848  22.0242
O  -4.1814  3.5593  16.5649
O  -9.0018  3.9676  16.2337
O  10.8765  5.5165  15.2905
O  5.0842  10.9913  15.4134
O  8.7966  13.908  18.3174
O  -1.8879  24.0336  25.9884
O  20.5225  1.0987  23.6556
O  -1.0071  -4.3607  23.9976
O  5.697  11.0963  20.9612
O  -13.641  -0.8729  18.1805
O  6.262  19.5252  21.4963
O  14.8665  18.9365  25.9881
O  -3.6109  -8.7586  24.0462
O  22.4985  -6.1167  23.0599
O  2.8506  27.9902  24.699

Results
free energy: -113256.828 eV
free energy less fixed offsets of O -570.45, Si -639.56 eV per atom: -0.828 eV

Forces (eV/angstrom), in the order of the atoms: element, x, y, z
Si  -0.0318  -0.0022  -0.1416
Si  -0.0022  0.0324  -0.1122
Si  -0.0017  -0.0191  -0.1381
Si  0.0354  -0.0097  -0.1235
Si  0.0265  -0.0064  -0.1594
Si  0.0248  -0.0204  -0.117
Si  -0.029  -0.0093  -0.1287
Si  -0.0013  0.0088  -0.147
Si  0.0024  -0.0009  0.0068
Si  0.0002  0.001  0.0062
Si  -0.0056  0.0028  0.0032
Si  0.0038  0.0023  0.004
Si  -0.0024  0.0018  0.0088
Si  -0.0015  0.0005  0.0052
Si  0.001  -0.0031  0.0035
Si  -0.001  -0.0013  0.005
Si  0.0008  -0.0005  -0.0015
Si  -0.0019  0  0.0012
Si  0.0014  -0.0006  0.0005
Si  -0.0008  -0.0017  -0.0015
Si  0.0016  -0.0011  -0.001
Si  0.0002  0.0012  -0.0016
Si  0.0001  -0.0002  -0.0013
Si  -0.0018  0.0032  -0.002
Si  -0.0005  0.0006  0.0005
Si  -0.001  -0.0009  -0.0012
Si  0.0003  0.0002  0.0011
Si  0.0011  0.0006  0.0006
Si  0.0012  0.0004  0
Si  -0.0001  -0.0001  0.0008
Si  -0.0008  0.0007  0.0004
Si  -0.0007  -0.0013  -0.0005
Si  -0.0008  0.0007  0.0018
Si  -0.0011  0.0001  0.0002
Si  0.0003  -0.0002  0.0021
Si  0.0008  0.0001  0.0011
Si  -0.0003  -0.0004  0.0022
Si  0.0007  -0.0001  0.0008
Si  -0.0005  0.0003  0.0005
Si  -0.0005  0.0006  0.0006
Si  0.0002  -0.0001  0.0008
Si  0.0009  0.0006  0.0015
Si  0.0002  0.0001  0.001
Si  0  0.0004  0.0008
Si  0.0007  -0.0002  0.0007
Si  -0.0003  0.0001  0.0011
Si  -0.0005  -0.0004  0.0011
Si  0.0002  0.0002  0.0008
Si  0.0002  -0.0001  0.0012
Si  0.0001  -0.0001  0.0017
Si  0.0001  -0.0003  0.0021
Si  -0.0002  0.0001  0.0017
Si  0.0003  -0.0002  0.0018
Si  -0.0001  0  0.0013
Si  0.0008  0.0004  0.0014
Si  0.0003  0.0003  0.0018
Si  0.0006  0.0002  0.0012
Si  0.0001  0.0001  0.0012
Si  0.0003  0.0001  0.0011
Si  -0.0004  0.0001  0.0011
Si  -0.0004  -0.0006  0.0017
Si  -0.0001  0.0008  0.0014
Si  0.0004  0.0003  0.0015
Si  -0.0004  0.0005  0.0012
Si  0  0.0003  0.0004
Si  -0.0002  0.0007  0.0008
Si  0.0008  0.002  0.0006
Si  -0.0008  0  0.0003
Si  0.0002  -0.0009  0.0001
Si  0.0003  0.0001  0.0006
Si  0.0004  0.0004  0.0005
Si  0.0009  0.0006  -0.0002
Si  0.0002  -0.0015  -0.0005
Si  -0.0003  0.0009  -0.0009
Si  -0.0019  -0.0012  -0.0005
Si  0.0021  0.0015  -0.0022
Si  -0.0021  -0.0018  0.0001
Si  0.0015  0.0021  0.0001
Si  -0.0023  -0.003  -0.0017
Si  0.0013  0.0005  -0.0004
Si  0.0006  0.0018  0.0096
Si  -0.0026  0.0017  0.0045
Si  0.0028  -0.0014  0.0035
Si  0.0007  -0.0003  0.005
Si  -0.0023  0.0003  0.0042
Si  0.0006  -0.0003  0.0067
Si  -0.001  0.0001  0.0065
Si  -0.0005  0.0006  0.0033
Si  -0.0194  0.005  -0.1089
Si  0.0321  -0.0066  -0.1131
Si  -0.0209  0.0063  -0.0937
Si  0.027  -0.0069  -0.1094
Si  -0.0163  0.0218  -0.138
Si  0.0151  -0.0148  -0.1327
Si  -0.0143  0.0357  -0.1396
Si  0.0175  -0.0267  -0.1238
Si  0.0161  0.022  -0.3027
Si  0.005  0.004  -0.3084
Si  0.0266  0.023  -0.3286
Si  0.0066  -0.0237  -0.2798
Si  0.0439  -0.0398  -0.309
Si  -0.0454  0.0352  -0.2786
Si  0.0485  0.0333  -0.2976
Si  0.0048  -0.0114  -0.2357
Si  -0.051  -0.0107  -0.2751
Si  0.0089  0.012  -0.3397
Si  0.0192  -0.0345  -0.2742
Si  -0.0237  -0.0193  -0.2643
Si  0.0559  -0.0223  -0.306
Si  -0.01  -0.0143  -0.2258
Si  0.0306  -0.0212  -0.2629
Si  -0.0203  -0.0143  -0.3114
Si  -0.0231  -0.0276  -0.3267
Si  -0.0003  0.0315  -0.2539
Si  0.0228  0.0132  -0.2588
Si  0.0229  -0.0198  -0.2677
Si  0.0038  0.0415  -0.2925
Si  -0.0194  0.0327  -0.2775
Si  0.0111  -0.0102  -0.2756
Si  -0.018  -0.0203  -0.3035
O  -0.0112  0.0227  0.0937
O  -0.0339  -0.0146  0.0935
O  -0.0324  0.0107  0.1728
O  -0.003  0.0688  0.1541
O  0.0838  -0.0119  0.1755
O  0.0404  -0.0531  0.1401
O  0.0358  -0.0765  0.1438
O  -0.0194  0.0203  0.0894
O  -0.0162  0.006  0.2046
O  0.0261  0.082  0.2121
O  -0.0834  0.0036  0.1667
O  -0.0005  0.0051  0.0629
O  -0.0195  -0.0095  0.0882
O  0.0485  0.0215  0.1097
O  -0.0002  0.001  0.0972
O  -0.0603  0.0431  0.1459
O  -0.0185  -0.0723  0.1341
O  -0.0095  0.0599  0.1836
O  -0.0649  -0.0131  0.166
O  0.069  -0.0046  0.1481
O  -0.0102  0.0012  0.0663
O  -0.007  -0.0718  0.1474
O  0.0057  0.03  0.1818
O  0.0056  -0.001  0.0677
O  -0.0072  -0.014  0.0823
O  0.0609  0.0085  0.1698
O  0.0312  -0.0459  0.1295
O  -0.0089  0.0053  0.1071
O  -0.0452  -0.0059  0.126
O  -0.0409  -0.0139  0.2248
O  -0.0504  0.0506  0.1358
O  -0.0884  0.059  0.1698
O  0.0895  0.0168  0.1407
O  -0.106  -0.0008  0.1958
O  -0.0487  -0.0131  0.1555
O  0.0161  0.0166  0.1924
O  0.0072  -0.0265  0.1165
O  -0.0083  0.0078  0.0617
O  0.0326  -0.0396  0.2139
O  0.073  0.0389  0.2527
O  -0.0036  -0.073  0.1482
O  0.0035  -0.0045  0.0636
O  0.0444  0.0001  0.1907
O  -0.0749  0.0265  0.1168
O  0.0694  -0.0072  0.1716
O  0.0023  -0.0007  0.0725
O  0.0372  -0.0022  0.2067
O  -0.0397  0.0498  0.1826
O  -0.0333  -0.0243  0.1001
O  0.0442  -0.0074  0.1773
O  0.032  -0.0422  0.1434
O  -0.0054  0.0098  0.0615
O  0.0034  -0.0114  0.0582
O  -0.0031  0.0021  0.0815
O  -0.0218  0.0274  0.1775
O  -0.0068  0.0178  0.0918
O  0.0055  -0.0122  0.0856
O  -0.0161  0.0081  0.1156
O  0.0378  0.0154  0.1312
O  0.0009  -0.0249  0.1262
O  -0.0339  0.035  0.1867
O  0.0287  0.0189  0.0914
O  -0.0853  0.0022  0.1462
O  0.0061  -0.0146  0.1087

The program warned: the cutoff lies below the one the program advises for these potential files; the forces do not sum to zero within the program's tolerance; empty levels may hold ghost states of the PAW files; the exchange-correlation potential is rough where the density is thin.
